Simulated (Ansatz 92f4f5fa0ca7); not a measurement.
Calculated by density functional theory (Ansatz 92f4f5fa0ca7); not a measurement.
Periodic cell of 237 atoms, Si145O90As2, from a study of silicon, its oxide and their interface. The atomic structure is a simulated model.
Doubt: the cutoff is far below the 930 eV that the study's wrapper takes by default for these files, so forces and energies are approximate.

Settings: functional PBE; potential files Ansatz PAW; basis plane waves; wave-function cutoff 580 eV; density cutoff ratio 5; exchange-correlation grid ratio 1; k mesh 1 x 1 x 1, Gamma-centred; self-consistency stop 5e-08 eV per atom in the density residual; occupations fixed; spin none; net charge 0.

Cell vectors (angstrom)
a	11.6015	0	0
b	0	10.938	0
c	0	0	32.0622

Atoms and the computed forces on them: element, x, y, z (angstrom), force x, y, z (eV/angstrom)
Si	-0.1792	-0.0597	23.2642	0.0019	-0.0014	-0.0029
Si	3.6818	0.2248	23.0848	0.0003	0.0001	-0.0033
Si	7.5656	-0.1234	23.431	-0.0011	0.0003	-0.0015
Si	1.6963	1.3895	23.407	0.0015	-0.0026	-0.0037
Si	5.749	1.4198	23.1809	0.0002	-0.0014	-0.0029
Si	9.4597	1.2371	23.3503	-0.001	-0.0001	-0.006
Si	0.1857	5.3431	23.4324	-0.0024	-0.0009	-0.0069
Si	4.1364	5.3071	23.3801	0.0012	-0.0016	-0.0042
Si	8.0522	5.6139	23.5436	-0.0006	-0.004	-0.0002
Si	2.1842	6.6145	23.3702	0.0016	0.0035	-0.0066
Si	5.9868	6.7729	23.4635	0.0025	0.0024	-0.0083
Si	10.0199	6.8816	23.5956	0.0077	0.0013	-0.0101
Si	1.9139	2.6774	25.374	-0.0006	0.0004	-0.0015
Si	5.84	2.6617	25.2505	0.0003	-0.0006	-0.0025
Si	9.6478	2.6926	25.2547	-0.0008	-0.0025	-0.0014
Si	11.6115	4.0241	25.3611	-0.0001	0.0009	0.0004
Si	3.9041	3.9837	25.3114	-0.0019	0.0006	0.0006
Si	7.7551	4.0919	25.3335	0.0004	0.0013	0.0037
Si	1.9887	8.164	25.2011	-0.0007	0.0008	0.0012
Si	5.7862	8.1769	25.3477	-0.0017	-0.0001	0.0015
Si	9.7244	8.2759	25.4284	-0.0025	0	0.0021
Si	11.6523	9.5726	25.2609	-0.0009	0.0016	-0.0022
Si	3.8784	9.6026	25.0613	0.0007	0.0002	-0.0006
Si	7.7018	9.5301	25.394	0.0001	-0.0002	-0.0003
Si	11.6593	-0.0033	27.2074	-0.0019	-0.002	-0.0011
Si	3.9088	-0.048	27.1178	0.0016	0.0003	-0.002
Si	7.7659	-0.01	27.2756	0.0017	-0.0025	0.0011
Si	1.9935	1.3215	27.2726	0.0006	0.0005	0.0017
Si	5.8348	1.3283	27.2026	-0.0006	-0.0005	-0.001
Si	9.7046	1.3381	27.2037	0.0014	0	-0.0013
Si	11.6004	5.4747	27.2283	0.0009	0.0012	0.0012
Si	3.8547	5.4272	27.21	-0.0005	0.0008	0.0019
Si	7.7198	5.4641	27.2559	0.0001	-0.0012	0.0023
Si	1.946	6.8322	27.1813	-0.0001	-0.0017	-0.0011
Si	5.7678	6.8052	27.2599	0.0019	0.0002	0.002
Si	9.6622	6.82	27.2768	-0.0013	0.0025	0.0022
Si	1.9506	2.7276	29.1727	-0.0054	0.0003	-0.0012
Si	5.799	2.7128	29.1404	0.0003	0.0011	0.0032
Si	9.6853	2.7259	29.1418	-0.002	0.0012	0.0036
Si	0.0157	4.0996	29.1586	0.0018	-0.0003	-0.0013
Si	3.8733	4.0917	29.1641	0.0043	0.0018	-0.0009
Si	7.7355	4.082	29.17	0.0015	-0.0002	-0.0033
Si	1.9492	8.1884	29.1387	0.0008	-0.0012	0.0016
Si	5.7961	8.1935	29.171	0.0042	-0.0007	-0.0063
Si	9.6773	8.2065	29.185	0.0025	-0.0047	-0.0059
Si	0.0164	9.5616	29.1485	-0.0003	0.0048	0.0031
Si	3.8777	9.5709	29.1191	-0.0045	0.0049	0.0088
Si	7.7375	9.5513	29.1863	-0.0025	0.0008	-0.0018
Si	0	0	31.0965	0.0348	0.0369	-0.0731
Si	3.8672	0	31.0965	-0.007	0.0232	-0.2164
Si	7.7343	0	31.0965	-0.0309	0.0559	0.1024
Si	1.9336	1.3673	31.0965	-0.0014	-0.0654	0.0759
Si	5.8008	1.3673	31.0965	0.0064	0.0122	-0.1415
Si	9.6679	1.3673	31.0965	0.0075	-0.0505	-0.1065
Si	0	5.469	31.0965	0.0245	-0.026	-0.039
Si	3.8672	5.469	31.0965	0.0299	0.0309	-0.022
Si	7.7343	5.469	31.0965	-0.0167	-0.0428	-0.0175
Si	1.9336	6.8362	31.0965	-0.0016	-0.0247	-0.0891
Si	5.8008	6.8362	31.0965	-0.0293	-0.0626	0.0751
Si	9.6679	6.8362	31.0965	0.0577	-0.1466	0.1448
Si	1.9336	2.7345	0.9679	-0.0249	0.0233	0.0885
Si	5.8008	2.7345	0.9679	-0.0398	0.0104	-0.1988
Si	9.6679	2.7345	0.9679	0.0384	0.0237	0.0422
Si	0	4.1018	0.9679	-0.0895	0.0578	-0.0657
Si	3.8672	4.1018	0.9679	0.0151	0.0456	0.103
Si	7.7343	4.1018	0.9679	0.0843	0.0743	0.0482
Si	1.9336	8.2035	0.9679	0.0368	0.031	-0.101
Si	5.8008	8.2035	0.9679	0.0188	0.1416	-0.1022
Si	9.6679	8.2035	0.9679	-0.073	0.0677	0.2321
Si	0	9.5708	0.9679	-0.0035	0.0535	0.2584
Si	3.8672	9.5708	0.9679	-0.1561	-0.1307	-0.0279
Si	7.7343	9.5708	0.9679	0.0915	-0.0551	-0.0186
Si	11.6021	0.0037	2.9493	0.0027	-0.0106	0.0096
Si	3.8219	-0.0029	2.9041	0.0103	0.0103	-0.0111
Si	7.7542	-0.003	2.8984	0.0003	0.0038	0.0115
Si	1.9131	1.4063	2.9293	0.0046	-0.0075	-0.003
Si	5.7849	1.287	2.8142	-0.0202	0.0111	0.0146
Si	9.6681	1.3745	2.9138	0.0028	-0.0049	0.0019
Si	11.57	5.5117	2.8686	0.0076	-0.0107	-0.0129
Si	3.8814	5.4985	2.9023	-0.0059	-0.0013	-0.0015
Si	7.7403	5.5133	2.8862	0.0015	0.0023	-0.0055
Si	1.9179	6.8297	2.888	0.0011	0.0053	0.0007
Si	5.8144	6.8545	2.8855	-0.0076	0.0153	-0.0119
Si	9.6722	6.9104	2.9791	-0.0003	0.0439	-0.0035
Si	1.885	2.8935	4.7976	0.0001	0.0049	-0.0105
Si	5.7177	2.606	4.718	0.0295	-0.013	-0.0228
Si	9.5808	2.8028	4.8101	0.0116	-0.0182	-0.0138
Si	11.4987	4.203	4.8091	0.0327	0.0068	0.0282
Si	3.898	4.1156	4.8192	-0.0047	0.0054	-0.0173
Si	7.5807	4.0174	4.7049	-0.0081	0.0231	0.0573
Si	1.8956	8.1726	4.825	0.0036	-0.0011	0.0009
Si	5.8249	8.2753	4.7722	0.0087	0.0085	-0.0014
Si	9.7009	8.2868	4.9678	-0.0075	-0.0399	-0.0104
Si	11.6455	9.6735	4.9847	-0.0249	0.0062	0.0113
Si	3.8297	9.4987	4.8013	-0.0089	-0.0082	-0.0048
Si	7.7668	9.6557	4.8878	0.004	-0.0104	-0.0169
Si	11.6952	0.3872	6.8182	-0.0006	-0.0572	0.009
Si	3.7969	-0.0432	6.6742	0.0187	-0.0062	0.0115
Si	7.8046	0.0549	6.889	0.0172	0.002	-0.0124
Si	2.1389	1.5768	6.7081	-0.0208	-0.0004	0.0109
Si	5.7631	1.2396	6.6558	-0.0082	-0.0125	-0.0054
Si	9.6854	1.5714	6.8186	-0.0083	-0.0075	-0.0017
Si	11.4944	5.5983	6.7341	-0.0151	-0.013	-0.0179
Si	3.9332	5.4393	6.8076	-0.011	-0.0071	0.0112
As	7.6801	5.5546	6.5371	0.0244	-0.0437	-0.0742
Si	1.9576	6.7274	6.7063	-0.0143	-0.0145	-0.0334
Si	5.7682	6.9614	6.7072	0.0087	-0.023	-0.0296
As	9.7447	7.2171	7.2343	-0.0331	-0.0168	0.0216
O	10.8944	8.3213	8.2348	0.1559	0.3337	0.1459
O	7.8541	9.8994	8.174	-0.0036	0.0177	0.0074
O	7.2326	4.6084	8.0487	0.0063	0.0235	-0.0374
O	3.4022	10.3848	8.2296	0.0051	-0.0061	0.0045
O	2.1884	7.6574	8.0451	-0.016	0.0292	0.0465
O	4.0353	4.6049	8.259	0.0015	0.0123	-0.018
O	9.7768	2.5115	8.2006	-0.0055	-0.0078	0.0099
O	2.6663	2.379	8.1005	0.0026	-0.0057	-0.0025
O	11.4354	4.5929	8.0452	-0.0034	-0.0107	0.011
O	5.4024	2.3693	7.8099	0.0033	0.0106	0.015
O	6.0625	7.8983	8.0492	-0.0487	0.0141	0.0156
O	11.5341	10.8773	8.4044	-0.0053	-0.0039	0.0326
O	11.3065	10.0792	21.7899	-0.0013	-0.0043	0.0006
O	3.2431	10.7669	21.4982	0.0033	0.0021	0.0041
O	5.8127	7.7646	22.1342	0.0047	0.0034	0.0012
O	4.2315	4.459	21.9286	0.0018	0.0012	0.0026
O	7.691	9.7029	22.1688	-0.0001	0.0012	0.0028
O	10.2824	7.6901	22.1698	0.002	0.0039	0.0006
O	1.619	2.4203	22.1077	-0.0023	0.0024	0
O	5.9675	2.4596	21.8775	0.0006	-0.0021	0.0036
O	8.4868	4.7393	22.1946	-0.0023	0.0015	0.0076
O	-0.0215	4.5002	21.9932	0.0056	-0.0033	0.0021
O	2.3822	7.4537	21.9541	-0.008	-0.0048	-0.0124
O	9.1529	1.9142	21.8627	0.0005	-0.0051	0.0085
Si	2.1472	7.9573	9.6267	-0.0027	0.0102	0.0096
Si	5.0712	0.6119	17.6535	0.0043	0.0003	-0.0022
Si	2.5374	5.486	13.9802	-0.0018	0.0011	-0.0004
Si	10.6849	3.8755	14.0299	-0.0003	0.0041	0.0013
Si	8.353	2.4365	15.2359	-0.0008	-0.0053	-0.0037
Si	9.5654	2.2739	20.3333	0.0012	-0.0016	-0.0101
Si	10.5041	3.7165	9.0499	0.0215	0.0031	0.0093
Si	0.1086	2.3623	11.5535	0.0037	-0.0111	0.0196
Si	11.0676	8.1691	15.3649	-0.0054	-0.0051	0.0003
Si	5.2141	6.9705	13.9487	-0.0007	0.0016	0.0012
Si	5.8168	2.6717	11.1079	-0.0471	-0.0168	0.0481
Si	8.5974	7.7006	19.3589	0.0009	0.0004	-0.0121
Si	8.1392	4.8783	20.6135	-0.0018	-0.002	-0.0019
Si	5.9583	9.6282	15.1642	0.0029	-0.0032	-0.0032
Si	2.1332	7.6608	20.3608	0.0008	0.0077	-0.0036
Si	1.9928	4.9168	18.7875	-0.0032	-0.0016	0.0027
Si	4.5548	3.4742	17.9916	0.0026	-0.0003	-0.0049
Si	8.5437	8.9679	16.7814	0.0013	0.0021	-0.0004
Si	0.8966	9.5652	13.351	0.0129	0.0014	-0.0036
Si	10.0082	10.7295	11.7888	-0.0204	0.0203	0.0238
Si	5.3759	3.7257	21.0071	-0.0012	-0.0005	-0.0105
Si	0.6487	5.5689	16.244	0	0.0034	-0.0019
Si	11.2384	9.5212	9.2539	0.0853	-0.2684	-0.1718
Si	6.5813	8.9079	21.2661	-0.0028	-0.0032	-0.0083
Si	7.1565	7.1304	11.4271	-0.0019	-0.0061	0.0415
Si	2.7449	0.7681	12.1599	-0.0076	0.0005	0.0189
Si	10.8938	8.6818	21.0349	0.0029	-0.0055	-0.0038
Si	6.0921	4.3553	15.5982	0.0044	0.0003	0.001
Si	7.1528	0.526	12.9581	0.005	-0.0085	0.0148
Si	4.1139	2.9965	8.5886	-0.016	-0.0132	0.0121
Si	0.9369	6.8449	11.875	-0.0012	-0.0055	0.0037
Si	6.7236	9.0539	9.0181	0.0276	0.0137	0.054
Si	0.6971	3.3116	21.1161	0.0071	0.005	-0.0088
Si	9.8816	6.5345	12.838	0.0031	0.0002	-0.0017
Si	7.6825	4.5978	9.6167	-0.0319	0.0209	0.0578
Si	3.9945	10.1066	20.1925	0.005	0.001	-0.0079
Si	4.3116	3.0954	13.5012	0.0007	0.0033	0.005
Si	4.0239	10.0478	9.7128	-0.0183	-0.0111	0.0086
Si	8.1004	0.8285	18.0053	-0.0084	-0.01	0
O	11.6838	3.2212	12.9315	0.0034	-0.0012	-0.0019
O	9.3131	4.6126	9.7305	-0.0089	0.0026	-0.0061
O	8.8161	3.63	19.8439	-0.0011	-0.0009	0.0024
O	4.0793	-0.0355	18.7789	-0.0028	-0.0071	0.0109
O	11.4192	4.5428	15.3106	0.0003	-0.001	-0.0016
O	10.1371	9.8564	10.4132	-0.0984	-0.0135	0.0251
O	3.8048	1.6074	13.0787	0.0053	-0.0024	-0.0012
O	0.7293	9.0947	14.9053	0.0036	0.0019	0.0134
O	6.5126	1.0089	18.3367	0.0012	-0.0009	-0.0018
O	4.8139	3.1874	19.5831	0.0031	0.004	0.0128
O	6.3294	1.2427	11.7358	-0.0092	-0.013	-0.0057
O	1.0681	9.1414	9.9653	-0.0917	-0.0109	-0.0824
O	5.7144	4.33	17.1982	-0.0042	-0.0026	0.0017
O	8.4799	7.1217	12.3439	0.0127	0.0055	0.015
O	4.467	2.6557	10.1505	-0.0221	0.007	-0.0282
O	2.118	5.7391	15.5347	-0.0005	0.002	0.0014
O	3.5376	0.0512	10.933	0.0133	-0.0078	-0.0168
O	5.9455	7.242	12.5113	0.0014	0.0006	-0.0001
O	2.3691	6.3514	19.4425	-0.005	0.0042	0.0064
O	0.7321	5.0041	17.7638	0.0061	-0.0016	0.0095
O	8.4748	10.7143	12.3453	-0.0021	0.0052	0.0026
O	5.6317	10.1646	9.5026	-0.0023	0.0019	0.0022
O	0.5938	8.1518	20.2118	0.0142	-0.0058	0.0142
O	9.8395	2.6421	14.6475	-0.0052	-0.0004	0.0054
O	2.0723	10.6659	13.2164	-0.0002	0.0027	-0.0023
O	9.98	9.1368	16.0597	0.0006	0.0001	-0.0024
O	6.1924	10.3959	13.7382	-0.0039	-0.0052	0.0026
O	7.5398	1.6074	14.1063	0.0111	0.0057	0.007
O	1.6929	3.8941	19.9947	-0.0071	0.0058	0.0013
O	5.9296	5.8222	14.8896	0.0017	-0.0024	-0.0008
O	7.3766	8.9866	15.6615	-0.0045	0.0013	-0.0015
O	1.5696	1.6585	11.474	-0.0091	0.0064	-0.0053
O	7.2759	8.3835	10.3886	-0.0018	0.0394	-0.0447
O	4.3535	2.0232	17.2586	0.0007	0.0006	0.0008
O	7.0909	3.2341	10.2825	0.0691	0.034	-0.0514
O	11.5499	7.0272	16.4078	0.0046	-0.0052	0.005
O	8.3386	10.1933	17.7938	0.0021	-0.0002	0.0018
O	3.6186	8.5033	10.0764	0.0084	0.0265	-0.0108
O	7.6467	3.8906	15.4587	-0.0011	0.0005	0.0012
O	3.2159	4.3686	17.8855	-0.003	-0.0007	0.0056
O	2.9599	3.9549	13.6935	0.0049	-0.0059	0.0005
O	1.3658	8.282	12.4857	0.0118	-0.0119	0.0043
O	1.2685	5.73	12.999	0.0005	-0.0022	0.0039
O	5.0236	8.3411	14.8186	-0.0006	-0.0009	0.0004
O	11.1863	2.4247	20.3168	0.0039	0.0037	0.0024
O	11.0351	10.1217	12.8942	0.0083	-0.0122	0.0199
O	5.3449	3.6412	12.3452	-0.0021	-0.0019	0.0016
O	5.1441	3.2191	14.8911	-0.0035	-0.0011	-0.0015
O	6.5068	4.8352	20.5723	-0.0003	-0.0055	0.0003
O	8.4693	1.6523	16.6544	-0.001	0.0017	-0.0094
O	10.4477	1.3324	11.5195	0.0046	0.0183	-0.0097
O	10.9401	6.7117	11.5988	-0.0084	-0.0017	0.0117
O	3.2279	8.7296	19.8227	-0.0163	-0.0164	0.009
O	1.7597	6.6205	10.4849	0.0119	-0.0114	-0.0023
O	7.18	8.2344	19.9316	-0.0068	0.0064	0.0124
O	8.5243	7.63	17.7267	0.0009	-0.0034	0.0104
O	3.7207	6.4908	13.5545	0.0018	-0.0011	-0.0002
O	9.7257	4.9759	13.2895	0.0016	-0.0033	0.0008
O	5.5172	9.9965	20.7417	-0.0025	-0.0063	0.0015
O	10.3883	7.4259	14.0906	0.0002	-0.0003	0.002
O	8.7894	6.1932	19.9299	0.002	0.0009	-0.0025
O	7.0384	5.8111	10.4891	0.0081	-0.0672	-0.0381
O	5.2942	10.5809	16.3364	0.0001	-0.0006	0.001
O	9.0688	1.1704	19.2603	0.0065	0.0061	0.0076
O	11.5318	3.2681	10.2186	0.0017	0.0006	-0.0153
O	9.757	8.7357	19.8684	0.0088	-0.0011	0.0068

Results
free energy: -153071.172 eV
free energy less fixed offsets of As -4856.12, O -568.88, Si -635.61 eV per atom: 3.718 eV

The program warned: the cutoff lies below the one the program advises for these potential files; the exchange-correlation potential is rough where the density is thin.
